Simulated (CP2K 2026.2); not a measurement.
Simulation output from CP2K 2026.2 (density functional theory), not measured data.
Periodic cell of 534 atoms, Si358O176, from a study of silicon, its oxide and their interface. The atomic structure is a simulated model.
Doubt: the forces sum to 1.99 eV/angstrom along one axis rather than to zero, so they err by at least 0.0037 eV/angstrom per atom on average; the grid cutoff is modest.

Settings: functional PBE; method Gaussian and plane waves; basis set DZVP-MOLOPT-SR-GTH; pseudopotentials GTH-PBE; grid cutoff 400 Ry, relative cutoff 50 Ry; k points Gamma only; occupations fixed; spin none; net charge 0.

Cell vectors (angstrom)
a 16.4025 0 0
b 0 16.4025 0
c 0 0 35.7237

Atoms and the computed forces on them: element, x, y, z (angstrom), force x, y, z (eV/angstrom)
Si -0.225 0.126 0.021 -0.433 0.076 -0.039
Si 2.929 3.3 -1.435 0.154 0.401 -0.364
Si -0.526 6.027 0.287 -0.023 0.28 -0.131
Si 2.711 8.15 -0.487 0.179 -0.396 0.409
Si -0.16 11.014 -0.164 -0.14 0.267 0.169
Si 3.095 13.601 0.038 0.065 -0.065 -0.205
Si 5.706 -0.234 0.356 -0.285 -0.017 -0.088
Si 8.822 3.041 0 0.547 0.811 0.804
Si 4.186 5.201 -0.764 -0.07 -0.847 0.106
Si 9.629 9.776 1.114 -0.152 -0.069 -0.218
Si 5.174 11.342 -0.081 -0.034 0.701 0.019
Si 8.044 14.104 -0.09 -0.128 0.042 -0.275
Si 10.942 0.657 0.02 -0.225 0.206 0.365
Si 13.241 3.577 0.251 0.09 -0.026 -0.127
Si 10.905 5.49 0.622 0.16 -0.091 -0.166
Si 13.713 8.228 0.468 0.104 -0.103 -0.287
Si 11.587 10.45 -0.186 0.125 -0.16 -0.274
Si 14.191 13.441 -0.087 0.059 0.047 0.045
Si 1.261 1.676 1.004 0.256 0.304 -0.123
Si 4.75 4.808 1.491 0.268 -0.072 0.154
Si 1.377 7.101 1.233 -0.241 -0.281 0.02
Si 3.898 9.699 0.948 -0.17 0.451 0.202
Si 1.45 12.261 1.21 -0.042 0.065 -0.425
Si 4.124 15.003 1.579 0.126 0.111 -0.087
Si 6.836 1.453 1.477 -0.082 -0.253 -0.23
Si 9.73 4.033 1.976 -0.244 -0.561 -0.35
Si 6.804 6.107 1.512 -0.22 0.243 0.308
Si 8.206 5.472 -0.382 0.34 0.09 -0.665
Si 6.891 12.436 1.287 -0.157 -0.046 -0.254
Si 9.717 15.261 1.182 0.008 0.059 -0.207
Si 12.483 1.615 1.472 -0.08 0.104 -0.084
Si 14.88 4.469 1.702 -0.155 -0.045 -0.279
Si 12.261 6.973 1.763 0.015 -0.142 -0.171
Si 15.141 9.711 1.519 -0.046 0.046 -0.282
Si 12.478 12.278 1.151 0.104 0.06 0.002
Si 15.274 14.958 1.45 -0.358 -0.223 0.212
Si 0.044 2.948 2.65 -0.027 0.016 0.048
Si 2.67 0.203 2.557 -0.109 -0.198 0.028
Si 0.101 8.328 2.808 0.099 -0.009 0.136
Si 2.833 5.691 2.654 0.011 0.103 -0.183
Si 0.195 13.6 2.779 0.029 0.107 -0.143
Si 2.735 10.922 2.681 0.268 -0.33 -0.203
Si 5.496 2.88 2.751 0.015 0.108 0.036
Si 8.354 0.091 2.737 -0.066 0.084 -0.016
Si 5.874 7.996 2.703 0.155 -0.169 0.031
Si 8.249 5.334 3.149 -0.02 -0.108 0.088
Si 5.564 13.682 2.832 0.157 0.007 0.177
Si 8.354 11.077 2.623 -0.228 0.163 0.139
Si 11.161 2.676 3.097 0.184 0.092 0.187
Si 13.815 0.042 2.701 0.093 -0.004 -0.163
Si 10.736 8.349 2.78 0.025 0.076 0.166
Si 13.585 5.653 3.148 0.029 -0.019 0.3
Si 11.054 13.745 2.522 0.033 -0.019 -0.118
Si 13.708 11.049 2.778 -0.044 0.034 0.109
Si 1.465 4.251 4.039 -0.004 -0.008 -0.075
Si 4.083 1.456 4.026 -0.041 0.077 -0.024
Si 1.459 9.635 4.191 -0.084 -0.052 -0.025
Si 4.203 6.934 4.11 0.052 0.156 0.006
Si 1.482 15.118 4.055 -0.06 0.012 -0.002
Si 4.159 12.259 4.084 0.122 0.008 -0.052
Si 6.816 3.999 4.359 -0.006 0.107 0.019
Si 9.657 1.321 4.277 0.066 -0.015 -0.101
Si 7.02 9.603 4.038 0.1 -0.045 -0.083
Si 9.573 6.904 4.269 -0.033 -0.007 -0.078
Si 6.938 15.116 4.12 -0.111 0.011 -0.073
Si 9.673 12.441 4.026 0.023 -0.04 -0.054
Si 12.368 4.148 4.44 -0.002 -0.111 -0.081
Si 15.167 1.451 4.068 0.053 -0.168 -0.08
Si 12.274 9.656 4.108 -0.092 0.142 -0.053
Si 15.128 6.999 4.254 -0.061 -0.083 -0.044
Si 12.391 15.062 4.019 0.015 0.008 0.011
Si 15.127 12.346 4.154 -0.091 -0.083 -0.021
Si 0.016 -0.058 10.989 0.037 0.052 -0.008
Si 2.742 2.675 11.002 0.024 0.059 0.003
Si 0.008 5.436 10.99 -0.01 -0.007 -0.005
Si 2.75 8.195 10.975 -0.004 -0.026 -0.01
Si 0.029 10.917 10.969 0.029 -0.009 -0.003
Si 2.762 13.638 10.961 0.025 0.009 -0.001
Si 5.489 -0.06 10.975 -0.001 0.011 0
Si 8.218 2.669 10.961 0.04 0.016 0.01
Si 5.483 5.428 10.983 0.02 -0.016 0.003
Si 8.228 8.162 10.979 0.052 -0.008 -0.005
Si 5.49 10.92 10.97 0.022 0.006 -0.01
Si 8.227 13.623 10.999 0.003 0.025 0.007
Si 10.952 -0.058 10.983 0.023 0.003 0.006
Si 13.672 2.673 10.975 0.024 0.054 0.001
Si 10.946 5.412 10.961 0.025 0.016 0.005
Si 13.687 8.175 10.99 0.022 0.019 0.007
Si 10.965 10.907 11.011 -0.001 -0.012 0.006
Si 13.713 13.629 11 0.047 -0.026 -0.002
Si 1.37 1.291 12.363 -0.046 -0.042 -0.016
Si 4.118 4.05 12.341 -0.015 -0.032 -0.011
Si 1.38 6.816 12.333 -0.003 -0.002 0
Si 4.122 9.554 12.337 0.003 -0.013 0.015
Si 1.395 12.272 12.341 -0.007 -0.012 -0.011
Si 4.133 14.966 12.35 -0.007 0.026 -0.027
Si 6.87 1.289 12.341 0.009 0.03 -0.014
Si 9.587 4.016 12.334 -0.057 0.008 0.003
Si 6.872 6.772 12.342 -0.057 0 0.025
Si 9.6 9.504 12.348 -0.007 -0.045 -0.005
Si 6.862 12.245 12.358 -0.018 -0.016 -0.014
Si 9.602 14.971 12.367 -0.055 -0.011 -0.005
Si 12.304 1.297 12.361 -0.019 0.003 0.012
Si 15.028 4.041 12.326 -0.008 -0.015 -0.023
Si 12.306 6.773 12.333 -0.025 -0.048 -0.006
Si 15.058 9.548 12.345 0.016 -0.011 -0.004
Si 12.356 12.255 12.369 0.004 0.041 0.001
Si 15.059 14.98 12.386 -0.054 -0.021 0.028
Si -0.045 2.649 13.689 -0.014 0.112 -0.001
Si 2.73 -0.111 13.708 0.023 0.024 0.034
Si 0 8.163 13.703 0.016 -0.018 0.008
Si 2.735 5.424 13.68 0.004 -0.005 0.022
Si 0.014 13.583 13.748 0.061 -0.024 0.024
Si 2.754 10.911 13.72 -0.055 0.012 0.006
Si 5.487 2.66 13.678 0.004 0.031 0.027
Si 8.205 -0.101 13.737 0.062 0.007 0.023
Si 5.491 8.157 13.67 0.001 -0.029 -0.037
Si 8.219 5.365 13.71 0.086 -0.051 0.011
Si 5.49 13.591 13.733 0.01 -0.036 0.039
Si 8.22 10.847 13.701 -0.004 0.023 0.02
Si 10.894 2.614 13.738 0.033 0.031 0.017
Si 13.644 -0.085 13.747 0.045 0.03 -0.018
Si 10.941 8.117 13.722 -0.029 0.049 0.042
Si 13.628 5.359 13.693 0.055 0.013 0.009
Si 10.981 13.603 13.728 0.053 -0.018 -0.036
Si 13.695 10.873 13.758 -0.001 -0.009 0.014
Si 1.33 4.039 14.994 -0.048 -0.092 -0.07
Si 4.114 1.275 15.009 -0.042 0.008 -0.015
Si 1.36 9.55 15.066 0.023 0.011 0.02
Si 4.122 6.797 15.022 0.019 0.049 0.008
Si 1.409 14.902 15.123 -0.028 0.035 0.036
Si 4.124 12.241 15.129 0.028 0.027 0.076
Si 6.847 3.988 15.082 -0.046 -0.03 0.009
Si 9.549 1.225 15.158 -0.048 0.007 0.055
Si 6.849 9.484 15.066 -0.017 -0.017 0.041
Si 9.58 6.721 15.087 -0.014 -0.067 0.028
Si 6.871 14.913 15.119 -0.021 -0.007 0.057
Si 9.643 12.169 15.031 -0.004 0.024 0.031
Si 12.266 3.971 15.084 -0.069 0.001 0.059
Si 14.997 1.292 15.093 -0.029 -0.073 0.036
Si 12.32 9.466 15.096 0.033 -0.012 0.027
Si 15.004 6.749 15.001 -0.028 -0.02 0.001
Si 12.281 14.965 15.162 -0.011 -0.107 0.015
Si 15.053 12.23 15.16 0.007 0.02 -0.021
Si 0.008 -0.09 16.39 0.015 -0.047 0.216
Si 2.717 2.666 16.291 -0.055 -0.041 0.117
Si -0.072 5.364 16.34 -0.056 0.096 0.051
Si 2.765 8.187 16.368 -0.011 -0.061 0.07
Si -0.003 10.83 16.536 0.002 -0.063 0.105
Si 2.749 13.541 16.581 -0.024 -0.026 0.049
Si 5.397 -0.137 16.404 0.118 -0.06 0.103
Si 8.1 2.536 16.506 -0.006 0.054 0.147
Si 5.501 5.441 16.379 -0.039 -0.121 0.047
Si 8.174 8.07 16.426 0.065 0.086 0.064
Si 5.512 10.843 16.46 0.017 -0.017 0.103
Si 8.328 13.502 16.414 -0.031 -0.122 0.029
Si 10.862 -0.171 16.606 -0.04 -0.02 0.065
Si 13.527 2.54 16.496 0.05 0.068 0.031
Si 10.922 5.33 16.476 0.015 -0.024 0.093
Si 13.655 8.041 16.435 -0.103 -0.075 0.022
Si 10.945 10.809 16.471 -0.063 -0.061 0.074
Si 13.675 13.612 16.516 0.003 0.075 0.193
Si 1.442 1.263 17.699 0.116 -0.098 -0.157
Si 4.037 4.085 17.602 0.116 -0.1 -0.06
Si 1.32 6.799 17.597 -0.117 0.049 -0.123
Si 4.152 9.465 17.838 -0.026 0.004 -0.042
Si 1.4 12.124 17.972 0.081 0.046 -0.102
Si 4.169 14.924 17.926 -0.079 0 0.132
Si 6.673 1.12 17.907 0.075 0.056 0.095
Si 9.468 3.964 17.794 -0.147 0.073 -0.198
Si 6.797 6.776 17.859 0.052 -0.118 0.153
Si 9.608 9.323 17.803 0.044 0.009 -0.072
Si 7.031 12.097 17.773 0.002 -0.17 -0.26
Si 9.535 14.776 18.01 -0.087 0.112 -0.008
Si 12.176 1.183 18.029 0.067 0.035 0.069
Si 14.929 3.981 17.696 -0.019 0.046 -0.101
Si 12.337 6.655 17.877 0.085 -0.012 -0.01
Si 15 9.359 17.829 0.005 0.062 -0.04
Si 12.289 12.188 17.864 0.034 -0.047 0.025
Si 15.05 15.046 17.864 0.123 -0.035 0.055
Si 0.045 2.703 18.875 0.001 -0.093 0.37
Si 2.794 0.034 19.262 -0.125 0.015 0.31
Si 0.004 7.97 19.133 0.111 0.041 0.193
Si 2.684 5.482 18.889 -0.016 -0.015 0.299
Si 0.071 13.631 19.198 -0.242 0.129 -0.019
Si 2.759 10.656 19.31 -0.069 0.199 0.304
Si 5.203 2.666 19.025 -0.334 0.118 0.001
Si 7.607 -0.785 19.179 -0.048 -0.183 -0.067
Si 5.388 8.08 19.285 -0.019 -0.059 0.303
Si 8.117 5.319 19.189 0.363 0.35 0.214
Si 6.044 13.805 18.993 0.001 0.192 0.135
Si 8.278 10.604 19.218 -0.014 0.223 0.037
Si 10.636 2.574 19.257 -0.041 0.083 0.063
Si 13.745 0.001 19.428 0.182 0.153 0.056
Si 10.863 7.911 19.24 0.07 -0.021 0.206
Si 13.681 5.223 19.256 -0.164 -0.025 0.335
Si 10.89 13.358 19.419 0.062 0.099 0.021
Si 13.475 10.579 19.147 0.115 -0.009 -0.156
Si 1.352 4.095 20.172 -0.067 0.13 0.086
Si 3.619 1.885 20.637 -0.197 0.028 -0.343
Si 1.475 9.149 20.571 -0.337 -0.399 -0.084
Si 3.648 6.904 20.468 -0.15 0.217 0.133
Si 1.116 15.287 20.458 0.318 -0.023 0.27
Si 3.195 11.752 21.389 -0.012 0.182 0.214
Si 6.622 3.927 20.289 -0.11 -0.26 -0.28
Si 9.023 2.101 20.988 -0.198 -0.143 0.444
Si 6.683 9.558 20.616 -0.008 -0.156 -0.032
Si 9.737 6.369 20.67 -0.24 0.047 -0.106
Si 7.719 15.813 21.546 -0.139 -0.032 -0.592
Si 9.838 11.646 20.652 -0.058 -0.152 0.168
Si 11.899 4.101 20.504 0.277 0.18 -0.09
Si 15.466 1.358 20.502 -0.032 0.128 0.1
Si 12.038 9.419 20.603 -0.068 -0.274 -0.136
Si 15.489 6.266 20.469 0.066 -0.441 -0.002
Si 13.279 14.587 20.928 0.201 0.067 0.219
Si 14.918 12.8 20.742 0.154 0.467 0.168
Si -3.905 0.801 25.335 0.125 -0.148 0.303
Si -0.062 -1.196 25.59 -0.193 0.024 0.252
Si 0.198 2.071 23.323 -0.236 -0.119 0.199
Si 0.597 11.575 22.357 -0.112 -0.041 0.142
Si 5.173 16.319 25.948 -0.153 -0.094 0.343
Si 7.355 12.521 25.855 -0.135 -0.043 0.238
Si 1.921 -0.572 23.301 -0.402 -0.046 0.105
Si 9.784 2.958 23.813 0.036 -0.221 0.355
Si 7.64 7.432 22.701 0.176 0.088 0.15
Si 5.566 5.071 22.016 -0.263 -0.105 0.048
Si 5.761 12.565 20.996 -0.198 0.612 -0.184
Si 8.088 13.108 22.864 -0.053 -0.025 0.159
Si 9.642 0.644 25.738 0.132 -0.007 0.322
Si 15.251 1.432 26.087 0.11 -0.03 0.269
Si 12.626 3.181 23.321 0.183 0.064 0.535
Si 18.013 8.983 25.868 0.033 -0.007 -0.069
Si 13.95 7.936 22.762 -0.071 -0.053 0.133
Si 19.064 11.394 24.37 0.082 -0.014 0.214
Si 6.568 1.308 30.932 -0.091 -0.076 0.035
Si 6.283 8.031 28.307 0.069 -0.047 0.09
Si 1.748 4.011 25.064 -0.053 -0.024 0.232
Si 4.408 13.152 26.337 0.032 -0.063 0.223
Si -1.491 5.805 31.183 -0.04 -0.201 -0.144
Si 1.611 11.4 31.127 -0.11 0.173 -0.33
Si 6.847 6.634 25.619 -0.03 -0.201 0.137
Si 8.555 4.168 26.254 -0.064 0.117 0.319
Si 4.674 4.488 24.797 -0.211 0.073 0.404
Si 14.121 5.593 24.385 0.08 0.041 0.265
Si 9.225 14.372 27.253 0.075 -0.021 0.187
Si 13.478 14.712 24.09 0.127 -0.148 0.388
Si 7.812 1.399 26.943 -0.212 0.046 0.165
Si 16.665 6.469 25.654 0.073 -0.09 0.108
Si 11.258 3.943 28.01 0.092 0.057 0.122
Si 14.761 8.117 27.5 -0.07 -0.063 -0.049
Si 14.283 14.595 30.067 -0.149 0.036 -0.238
Si 15.009 9.66 25.1 -0.126 0.006 0.341
Si 4.902 0.178 22.921 -0.081 -0.079 0.11
Si 1.172 -0.786 34.174 0.487 -0.157 -0.35
Si 3.135 8.688 28.691 0.046 -0.01 -0.121
Si 1.338 7.135 30.996 -0.051 -0.29 -0.412
Si -1.046 13.237 27.539 0.051 0.008 -0.004
Si 1.584 9.269 33.409 -0.181 0.264 -0.413
Si 3.578 2.355 26.686 -0.051 -0.011 0.176
Si 10.814 2.057 30.545 0.04 -0.06 -0.03
Si 3.99 11.749 29.27 0.181 0.137 -0.138
Si 8.197 10.634 28.027 0.013 0.09 0.015
Si 2.518 16.333 31.699 0.03 -0.009 -0.265
Si 10.998 11.691 27.602 -0.018 -0.069 -0.032
Si 8.768 0.08 29.522 -0.114 -0.005 0.072
Si 14.012 4.03 27.052 0.28 -0.238 -0.042
Si 6.98 11.606 30.537 -0.028 0.054 -0.154
Si 13.199 6.008 28.943 -0.033 -0.042 0.062
Si 13.225 12.143 25.595 0.048 0.067 0.247
Si 12.924 11.814 30.205 0.036 0.157 -0.159
Si 2.159 4.063 31.417 -0.104 -0.263 -0.255
Si 8.454 9.151 31.828 0.104 -0.075 -0.332
Si 6.977 5.352 33.373 0.12 0.256 -0.137
Si 0.464 14.17 31.817 0.053 0.153 -0.448
Si 3.713 2.073 29.866 0.006 0.013 -0.117
Si 8.446 3.701 31.358 0.069 -0.013 -0.239
Si 7.589 9.928 34.439 0.075 -0.094 -0.055
Si 7.675 6.515 30.686 0.111 -0.109 -0.081
Si 4.778 17.318 33.284 0.247 -0.188 -0.112
Si 10.837 11.107 32.433 -0.1 0.041 -0.4
Si 13.624 0.814 31.185 -0.058 0.144 -0.526
Si 15.825 2.983 31.268 0.012 -0.072 -0.361
Si 8.467 12.611 32.951 -0.027 0.204 -0.374
Si 15.196 4.355 33.74 -0.104 -0.096 -0.136
Si 13.491 16.09 34.176 -0.126 -0.2 -0.097
Si 15.689 10.637 29.223 -0.205 0.244 -0.24
O -2.774 -1.948 34.427 -0.133 -0.148 -0.198
O 2.101 2.53 35.493 -0.164 -0.177 0.609
O 2.055 3.898 33.033 -0.26 0.152 -0.021
O 0.962 3.139 30.744 0.147 -0.165 0.198
O -0.112 5.003 34.764 0.282 0.148 0.029
O -0.561 3.134 32.884 -0.072 -0.198 0.414
O 3.587 6.746 34.811 0.149 0.334 -0.059
O 5.241 8.871 37.179 -0.113 -0.316 0.103
O -0.904 14.665 31.126 0.177 0.2 0.148
O 0.365 10.052 34.273 0.097 0.106 0.154
O 4.227 12.603 34.968 0.056 -0.082 0.564
O 2.484 14.737 34.702 -0.301 0.194 0.139
O 4.923 0.382 34.789 -0.166 0.157 0.107
O 3.945 2.295 33.473 -0.159 0.049 0.228
O 7.382 2.27 35.815 -0.371 -0.09 0.391
O 7.782 4.017 32.809 0.108 -0.006 0.386
O 5.487 4.994 33.953 -0.108 0.241 0.074
O 7.448 2.647 30.63 0.121 -0.035 -0.212
O 6.761 6.329 32.046 -0.234 -0.158 0.087
O 6.834 6.865 29.329 -0.232 0.053 0.111
O 7.844 8.776 33.304 0.092 -0.079 0.427
O 6.004 10.332 34.585 -0.197 -0.004 -0.331
O 8.423 13.836 34.012 0.21 0.114 0.255
O 6.85 15.21 35.398 0.093 -0.072 0.161
O 9.937 1.896 35.185 -0.147 -0.208 -0.148
O 11.935 0.115 34.535 0.261 -0.241 -0.077
O 15.012 1.636 30.843 0.018 0.06 0.103
O 13.999 3.567 34.508 0.105 -0.135 -0.172
O 9.764 6.174 35.321 -0.482 -0.187 0.051
O 11.891 4.454 35.494 0.292 -0.324 0.241
O 14.738 7.147 35.389 0.442 -0.32 0.505
O 12.681 9.183 35.266 -0.137 0.364 0.162
O 9.951 12.484 32.256 -0.164 -0.086 0.019
O 11.238 10.941 33.998 0.067 -0.145 0.328
O 15.164 12.197 35.001 0.081 0.334 0.16
O 14.649 16.882 35.044 0.438 0.343 0.268
O -0.15 0.191 26.514 -0.132 -0.051 0.094
O 0.866 3.492 23.794 0.076 0.16 -0.175
O 4.343 1.482 22.086 0.093 0.046 -0.064
O 2.414 3.028 21.001 -0.041 0.048 -0.169
O 0.666 10.003 21.789 -0.003 -0.078 0.018
O 1.109 11.698 23.915 -0.291 0.157 -0.318
O 4.149 5.849 21.654 0.159 -0.231 0.085
O 2.533 7.965 21.188 0.32 -0.022 -0.698
O -1.418 15.014 24.676 0.049 -0.043 -0.282
O -0.069 16.394 20.72 -0.18 0.024 -0.057
O 4.2 13.029 21.246 -0.083 0.161 0.071
O 1.443 14.924 22.046 0.198 -0.242 -0.305
O 7.468 2.557 20.742 0.323 -0.251 0.234
O 8.828 0.609 21.639 0.313 -0.026 0.244
O 9.613 1.359 24.241 -0.16 0.162 -0.388
O 9.496 3.057 22.236 0.253 0.039 -0.328
O 5.727 10.901 20.914 0.174 0.018 -0.006
O 7.192 8.895 22.077 0.169 0.048 -0.246
O 10.967 5.345 21.16 0.299 -0.393 -0.221
O 9.116 7.034 22.08 -0.096 0.279 -0.169
O 8.402 14.671 22.515 0.089 0.152 -0.086
O 6.122 15.986 21.989 0.217 0.08 0.081
O 9.138 12.175 22.055 0.045 -0.093 0.027
O 10.96 10.533 21.212 -0.054 0.174 -0.202
O 12.473 3.091 21.706 -0.09 0.155 -0.224
O 12.849 1.727 24.026 0.192 0.006 -0.257
O 15.58 1.649 24.516 0.007 -0.079 -0.289
O 15.665 2.168 21.978 -0.137 -0.154 -0.283
O 12.821 8.738 21.901 -0.248 0.155 0.004
O 14.87 8.969 23.638 -0.028 -0.115 -0.135
O 16.661 5.141 20.99 -0.12 0.122 -0.266
O 14.925 7.098 21.767 0.091 0.021 -0.103
O 14.411 11.32 20.297 0.012 -0.164 -0.153
O 11.697 14.192 20.651 -0.069 -0.339 -0.221
O 19.608 12.589 25.367 -0.255 -0.008 -0.075
O 15.605 12.405 22.221 -0.181 -0.206 0.185
O 7.464 -0.017 30.524 0.025 0.132 -0.137
O 3.486 -5.209 22.956 0.05 -0.125 -0.487
O 1.282 -1.175 24.676 0.378 0.109 -0.204
O 3.55 -0.684 23.278 0.152 0.014 -0.041
O 2.134 2.745 26.03 -0.055 -0.102 0.044
O 0.946 5.047 26.037 0.008 -0.013 0.078
O 2.707 9.966 25.175 0.107 0.052 -0.149
O 1.396 0.972 23.149 0.212 0.303 0.003
O 7.744 11.095 26.531 -0.105 -0.16 -0.086
O 4.128 12.687 27.91 -0.153 0.132 0.046
O 4.697 14.772 26.254 -0.122 0.157 -0.101
O 5.594 16.703 24.407 -0.024 0.324 -0.404
O 5.216 1.455 30.022 0.127 0.089 -0.047
O 5.744 -3.935 25.705 0.041 -0.119 0.03
O 3.088 4.787 24.544 0.145 -0.112 -0.023
O 7.522 3.019 26.809 0.181 -0.039 -0.285
O 6.614 6.301 22.19 0.045 0.087 -0.128
O 4.657 8.06 28.588 0.102 -0.211 0.225
O 7.896 5.638 26.373 -0.12 0.157 0.084
O 5.358 4.118 23.353 -0.007 -0.17 -0.389
O 6.556 12.863 22.378 0.093 0.197 0.207
O 1.662 12.361 21.392 0.055 0.153 0.193
O 9.091 15.109 28.712 0.176 -0.261 -0.058
O 8.14 12.734 24.446 0.025 -0.106 -0.177
O 11.161 1.119 26.222 -0.264 0.127 -0.229
O 13.465 -1.372 22.503 -0.113 -0.073 -0.468
O 12.373 -0.727 24.794 0.016 -0.094 0.145
O 13.757 0.86 26.352 -0.017 -0.019 0.11
O 13.87 4.219 23.55 -0.06 -0.158 -0.069
O 11.242 3.672 24.051 -0.114 0.25 0.078
O 18.585 8.626 27.36 0.046 -0.19 0.179
O 13.471 7.426 28.199 -0.199 0.119 -0.051
O 14.332 11.121 24.997 0.259 0.044 -0.397
O 13.238 6.831 23.772 -0.126 0.012 -0.185
O 19.221 12.192 30.332 -0.229 0.131 0.299
O 14.997 14.366 28.636 0.16 -0.056 -0.159
O 2.639 0.938 30.407 -0.23 -0.147 0.282
O 3.865 0.794 26.36 -0.148 0.006 0.102
O 7.274 9.349 28.472 0.181 0 -0.11
O 6.466 0.435 26.825 0.218 -0.17 -0.201
O 3.521 3.455 30.734 0.127 0.005 0.325
O 1.406 7.525 25.144 -0.171 0.193 -0.156
O 5.416 11.747 30.083 -0.007 -0.216 0.311
O 3.493 10.259 28.883 0.052 -0.08 -0.222
O -2.902 6.305 30.526 0.172 0.126 -0.104
O 0.073 13.896 26.558 0.198 -0.06 -0.248
O 1.623 16.764 33.033 -0.049 -0.071 0.267
O 1.785 14.954 31.191 0.097 -0.22 -0.045
O 14.293 4.917 28.375 -0.153 0.134 -0.004
O 4.715 3.317 25.963 0.177 0.047 -0.174
O 7.556 7.389 24.343 -0.001 0.054 -0.4
O 8.362 1.235 28.464 0.189 0.126 -0.412
O 7.9 11.779 29.183 -0.078 0.14 0.064
O 5.467 5.831 25.269 0.068 -0.024 0.034
O 9.845 10.536 27.884 -0.039 -0.106 -0.115
O 9.929 9.847 31.899 -0.012 -0.136 0.289
O 7.769 13.741 26.86 0.035 0.112 0.108
O 10.317 13.171 27.421 0.084 0.19 0.049
O 8.753 20.273 24.666 0.056 -0.142 -0.452
O 12.939 13.193 24.379 0.138 0.067 0.055
O 12.319 1.8 31.116 -0.064 0.135 -0.089
O 9.615 -0.994 26.033 -0.256 0.278 -0.007
O 15.663 6.146 24.402 -0.042 0.097 -0.327
O 15.213 2.923 26.818 -0.054 0.1 -0.174
O 11.702 5.394 28.673 0.156 0.209 0.196
O 13.785 5.183 25.915 -0.145 -0.025 -0.213
O 16.538 9.719 25.716 0.047 0.102 -0.01
O 15.471 9.205 28.485 0.253 -0.101 0.079
O 13.932 12.96 26.814 -0.08 -0.006 -0.207
O 13.229 13.406 30.422 -0.251 -0.067 0.193
O 15.91 7.054 26.988 0.018 -0.033 -0.081
O 13.5 16.028 30.065 0.076 -0.035 0.099
O 8.514 5.108 30.493 0.155 -0.143 0.127
O -0.253 6.775 30.667 0.061 0.256 0.185
O 0.259 -1.896 33.392 -0.305 0.06 0.331
O -2.284 8.826 26.183 -0.152 0.118 0.007
O -1.338 4.267 30.655 0.137 0.11 0.139
O 2.067 5.668 31.127 -0.068 0.072 -0.041
O 8.67 7.784 30.966 0.212 0.182 0.032
O -0.437 11.856 28.152 0.235 -0.107 -0.063
O 0.643 12.576 31.684 0.041 -0.266 0.039
O 2.155 10.452 32.357 -0.029 -0.257 0.17
O 3.497 2.491 28.304 0.111 -0.008 -0.062
O 9.925 3.016 31.546 -0.024 0.202 0.083
O 6.195 1.205 32.52 0.072 0.213 0.035
O 8.324 9.391 35.802 0.105 -0.101 0.16
O 1.243 8.005 32.387 -0.088 0.221 0.501
O 2.245 7.963 29.882 -0.199 -0.082 0.039
O 6.439 7.73 26.725 -0.027 -0.012 -0.272
O 4.03 16.207 32.315 -0.032 0.101 0.265
O 12.007 11.644 28.874 -0.08 -0.053 -0.104
O 8.308 11.277 33.875 -0.056 -0.055 0.39
O 9.972 4.16 27.049 0.035 0.142 -0.204
O 10.089 0.599 30.34 -0.022 -0.25 0.166
O 10.883 2.855 29.139 0.076 0.069 -0.207
O 13.705 0.094 32.625 -0.008 -0.35 0.473
O 7.359 12.692 31.72 0.207 0.18 0.316
O 7.318 10.124 31.149 -0.151 -0.201 0.281
O 12.545 3.331 27.197 -0.077 0.061 0.063
O 14.757 5.643 32.801 0.057 0.136 0.273
O 17.025 10.505 30.153 0.244 -0.262 0.257
O 11.88 11.435 26.222 0.081 -0.145 -0.12
O 12.164 11.22 31.508 -0.159 0.067 0.237
O 14.336 11.005 30.061 0.129 -0.22 0.155
Si 0.074 0.025 5.457 -0.022 0.03 -0.05
Si 2.754 2.808 5.449 0.011 -0.014 0.006
Si 0.09 5.532 5.512 0.014 0.037 -0.029
Si 2.829 8.249 5.531 0.128 0.065 -0.062
Si 0.051 10.968 5.535 0.009 -0.026 -0.027
Si 2.813 13.687 5.438 0.063 0.09 -0.048
Si 5.473 0.058 5.427 0.068 -0.055 -0.073
Si 8.248 2.663 5.631 -0.036 -0.017 0.02
Si 5.455 5.503 5.552 0.044 -0.133 0.047
Si 8.231 8.284 5.579 0.049 -0.05 0.098
Si 5.556 10.902 5.43 -0.045 -0.028 -0.029
Si 8.278 13.713 5.474 0.053 0.047 -0.043
Si 11.045 -0.076 5.534 -0.103 0.017 -0.011
Si 13.806 2.711 5.579 0.058 0.169 0.075
Si 10.935 5.533 5.641 0.025 -0.052 0.09
Si 13.668 8.315 5.535 0.044 0.024 0.014
Si 10.958 11.038 5.484 0.082 0.025 -0.059
Si 13.728 13.718 5.466 0.085 0.057 -0.014
Si 1.419 1.397 6.841 0.016 -0.006 -0.06
Si 4.105 4.112 6.899 -0.007 0.059 -0.026
Si 1.448 6.873 6.893 -0.016 -0.076 -0.009
Si 4.198 9.595 6.877 -0.024 -0.027 0.026
Si 1.438 12.345 6.847 -0.074 0.021 0
Si 4.159 15.05 6.823 0.028 -0.041 -0.006
Si 6.83 1.315 6.913 0.046 0.02 0.051
Si 9.594 4.088 6.945 -0.097 0.098 0.001
Si 6.855 6.858 6.9 -0.034 0.057 -0.03
Si 9.628 9.645 6.898 -0.038 -0.076 -0.035
Si 6.894 12.304 6.813 0.001 -0.002 -0.041
Si 9.64 15.005 6.898 0.032 -0.026 0.023
Si 12.393 1.325 6.892 0.025 -0.024 -0.046
Si 15.144 4.129 6.901 0.033 -0.118 -0.005
Si 12.355 6.896 6.926 0.004 -0.066 0.007
Si 15.074 9.621 6.904 -0.102 0.043 0.038
Si 12.365 12.349 6.859 -0.053 -0.051 -0.014
Si 15.102 15.061 6.845 -0.078 0.059 -0.05
Si 0.059 2.719 8.262 0.011 0.082 0.025
Si 2.771 -0.006 8.206 0.011 0.036 -0.007
Si 0.034 8.214 8.244 -0.016 -0.029 -0.032
Si 2.755 5.466 8.28 0.009 -0.015 0.009
Si 0.048 13.678 8.217 0.041 -0.025 0.011
Si 2.786 10.951 8.213 0.087 0.034 0.002
Si 5.467 2.709 8.253 0.048 0.041 -0.007
Si 8.231 -0.052 8.247 -0.048 -0.025 0.008
Si 5.5 8.207 8.275 0.003 -0.039 0.006
Si 8.203 5.458 8.266 0.022 -0.042 0.007
Si 5.516 13.66 8.196 0.008 0.049 -0.028
Si 8.229 10.962 8.254 0.035 -0.027 -0.002
Si 10.988 2.689 8.243 0.025 0.045 0
Si 13.731 -0.037 8.263 0.011 0.017 0.024
Si 10.964 8.238 8.273 0.062 0.04 -0.01
Si 13.721 5.472 8.248 -0.005 0.029 -0.015
Si 10.988 13.646 8.271 -0.005 0.024 0.014
Si 13.697 10.968 8.257 0.085 0.002 0.004
Si 1.401 4.078 9.644 -0.011 -0.025 0.007
Si 4.118 1.329 9.621 0 -0.007 -0.007
Si 1.413 9.579 9.592 -0.034 -0.006 -0.017
Si 4.133 6.828 9.632 0.015 -0.007 -0.012
Si 1.408 15.027 9.595 -0.037 0.005 -0.009
Si 4.149 12.301 9.585 -0.049 -0.02 -0.007
Si 6.847 4.064 9.617 -0.047 0.038 0.006
Si 9.605 1.317 9.601 -0.028 0.032 -0.008
Si 6.879 9.564 9.622 -0.036 -0.025 -0.006
Si 9.597 6.819 9.606 -0.044 -0.018 -0.005
Si 6.871 14.984 9.613 0.062 -0.034 0.012
Si 9.612 12.284 9.636 -0.001 -0.013 0.007
Si 12.345 4.07 9.597 0 -0.028 0.008
Si 15.082 1.336 9.622 -0.046 -0.01 -0.006
Si 12.344 9.581 9.633 -0.039 -0.034 0.007
Si 15.077 6.833 9.619 0.018 -0.041 0.013
Si 12.356 15.002 9.632 -0.018 0.004 0.008
Si 15.089 12.311 9.605 -0.052 0.021 0

Results
total energy: -115449.406 eV
total energy less fixed offsets of O -438.04, Si -107.15 eV per atom: 5.334 eV
